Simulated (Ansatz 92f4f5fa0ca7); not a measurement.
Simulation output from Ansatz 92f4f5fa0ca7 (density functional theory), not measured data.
Periodic cell of 212 atoms, Si132O80, from a study of silicon, its oxide and their interface. The atomic structure is a simulated model.
Doubt: the cutoff is far below the 930 eV that the study's wrapper takes by default for these files, so forces and energies are approximate.

Settings: functional PBE; potential files Ansatz PAW; basis plane waves; wave-function cutoff 580 eV; density cutoff ratio 5; exchange-correlation grid ratio 1; k mesh 1 x 1 x 1, Gamma-centred; self-consistency stop 5e-08 eV per atom in the density residual; occupations fixed; spin none; net charge 0.

Cell vectors (angstrom)
a 10.938 0 0
b 0 10.938 0
c 0 0 31.698

Atoms: element, x, y, z (angstrom)
Si -0.4306 0.3902 24.2776
Si 6.2017 -0.6138 24.258
Si 2.118 3.3485 24.3301
Si 8.6469 2.0607 24.234
Si 0.4758 5.0713 24.1925
Si 4.7457 6.133 24.2764
Si 3.0719 7.8891 24.4126
Si 7.7597 8.5325 24.2549
Si 1.2589 1.48 25.5543
Si 6.9409 1.2156 25.639
Si 4.0206 4.1941 25.5009
Si 9.5399 4.0538 25.3276
Si 1.3676 6.7819 25.5913
Si 6.7041 6.8515 25.5218
Si 4.2163 9.6066 25.5079
Si 9.5272 9.5507 25.5034
Si 2.7446 0.0545 26.8241
Si 8.2608 -0.0746 27.0068
Si -0.0884 2.8063 26.9371
Si 5.4656 2.7313 26.818
Si 2.7285 5.4686 26.9871
Si 8.1721 5.4393 26.7923
Si -0.0143 8.1979 26.8727
Si 5.4664 8.2211 26.9741
Si 4.1018 1.3673 28.2797
Si 9.5708 1.3673 28.2797
Si 1.3673 4.1018 28.2797
Si 6.8362 4.1018 28.2797
Si 4.1018 6.8362 28.2797
Si 9.5708 6.8362 28.2797
Si 1.3673 9.5708 28.2797
Si 6.8362 9.5708 28.2797
Si 0 0 29.647
Si 5.469 0 29.647
Si 2.7345 2.7345 29.647
Si 8.2035 2.7345 29.647
Si 0 5.469 29.647
Si 5.469 5.469 29.647
Si 2.7345 8.2035 29.647
Si 8.2035 8.2035 29.647
Si 1.3673 1.3673 31.0142
Si 6.8362 1.3673 31.0142
Si 4.1018 4.1018 31.0142
Si 9.5708 4.1018 31.0142
Si 1.3673 6.8362 31.0142
Si 6.8362 6.8362 31.0142
Si 4.1018 9.5708 31.0142
Si 9.5708 9.5708 31.0142
Si 2.7345 0 0.6835
Si 8.2035 0 0.6835
Si 0 2.7345 0.6835
Si 5.469 2.7345 0.6835
Si 2.7345 5.469 0.6835
Si 8.2035 5.469 0.6835
Si 0 8.2035 0.6835
Si 5.469 8.2035 0.6835
Si 4.1018 1.3673 2.0507
Si 9.5708 1.3673 2.0507
Si 1.3673 4.1018 2.0507
Si 6.8362 4.1018 2.0507
Si 4.1018 6.8362 2.0507
Si 9.5708 6.8362 2.0507
Si 1.3673 9.5708 2.0507
Si 6.8362 9.5708 2.0507
Si 0 0 3.418
Si 5.469 0 3.418
Si 2.7345 2.7345 3.418
Si 8.2035 2.7345 3.418
Si 0 5.469 3.418
Si 5.469 5.469 3.418
Si 2.7345 8.2035 3.418
Si 8.2035 8.2035 3.418
Si 1.4232 1.3148 4.7271
Si 6.8019 1.3828 4.8755
Si 4.1423 4.0828 4.7659
Si 9.5553 4.1007 4.7907
Si 1.3993 6.863 4.8624
Si 6.8318 6.841 4.7044
Si 4.08 9.6118 4.9062
Si 9.6414 9.4985 4.6995
Si 2.6653 0.0821 6.3452
Si 8.3014 -0.0769 6.0019
Si 0.077 2.7118 6.0074
Si 5.3805 2.7618 6.329
Si 2.834 5.4726 6.1559
Si 8.1769 5.5255 6.1038
Si -0.0002 8.2396 6.252
Si 5.5558 8.1846 6.1258
Si 3.4265 1.9936 7.5864
Si 10.0682 0.9205 7.1877
Si 1.7689 3.7343 7.3009
Si 6.3354 4.7246 7.3745
Si 4.662 6.3921 7.4133
Si 9.2372 7.1148 7.4665
Si 0.7485 10.1466 7.517
Si 7.494 9.0167 7.259
O 0.8374 9.8547 9.197
O 1.1105 4.5059 8.6225
O 5.3034 -1.5331 10.6808
O 6.928 9.8216 8.6102
O 3.6258 1.622 9.2239
O 4.6703 6.6922 9.1234
O 6.6329 4.801 9.1662
O 9.8374 6.1092 8.7193
O 2.4578 2.9564 22.7325
O 6.2554 10.8403 22.6276
O 7.6728 2.2425 22.8562
O 0.2766 5.6725 22.6345
O 2.318 8.6464 23.0969
O 8.1846 7.8934 22.7553
O 5.0264 5.7512 22.6906
O 11.2851 10.5832 22.961
Si 0.3448 3.6277 14.9716
Si 6.9268 11.2062 14.0601
Si 3.902 2.0399 10.7717
Si 3.3869 1.7189 22.2362
Si 1.8637 10.1048 22.5311
Si 4.8501 10.1902 12.0364
Si 13.3661 11.1817 19.8312
Si 6.3766 13.4208 16.9999
Si 9.7033 3.4007 19.6886
Si 2.7479 17.5503 19.3977
Si -1.4877 13.2662 16.9184
Si 1.5916 8.6055 15.6582
Si 1.136 6.2586 12.1772
Si 10.4399 11.5539 19.0498
Si 9.5881 6.0463 14.0109
Si 5.445 14.1088 14.3492
Si 10.9959 5.8719 21.0337
Si 6.3808 12.4092 22.1818
Si -0.9463 2.0596 10.0428
Si 5.3805 5.7144 21.1194
Si 6.066 6.2732 9.9409
Si 7.0209 16.0255 12.5002
Si 2.5385 14.4905 12.9571
Si 11.5587 10.6359 10.6255
Si 8.8583 10.9336 11.8279
Si 13.1654 9.055 12.6353
Si 6.717 3.2312 19.9718
Si 8.5826 9.23 18.855
Si 8.1403 7.3814 21.2106
Si 6.5851 3.4716 10.2339
Si 6.8006 -1.7596 10.0901
Si 6.3315 10.4468 17.0302
Si -0.1471 5.0333 9.5107
Si -0.9162 7.5281 16.6675
Si 1.4867 5.8362 16.8183
Si 3.6124 9.3301 17.8077
O 8.4348 11.1522 13.3991
O 7.8262 -0.9907 11.0663
O 10.2748 10.1748 11.5413
O 2.4531 5.5992 18.1216
O 9.5873 6.6935 20.832
O 4.9255 2.1082 22.6049
O 9.7074 3.4982 18.0452
O -3.9726 10.4784 15.5191
O 3.1004 8.0508 18.6895
O 0.4991 12.2496 10.3276
O 6.8098 17.4074 20.9102
O 6.231 1.7605 14.027
O 1.392 6.5906 20.3492
O 3.5355 10.619 18.7952
O 9.251 17.8909 15.3331
O 7.088 -3.3698 9.935
O 14.0421 12.4352 20.6328
O 13.5891 13.7192 11.5226
O -0.9236 3.6825 10.0452
O 6.0443 -0.6732 13.107
O 10.8897 17.5962 13.239
O 4.0886 6.2355 20.2511
O -3.0315 13.3147 16.3899
O 2.053 7.0257 15.8191
O 5.9568 5.9422 11.5683
O 4.3291 0.7355 11.6417
O 6.5692 1.7074 20.5654
O 8.2775 16.9229 13.037
O 1.123 11.6021 18.9543
O 0.0009 17.2699 17.3226
O 7.5274 3.8664 11.5196
O 5.4214 14.2458 15.9751
O 2.9418 11.2647 23.012
O 10.8062 4.4061 20.3162
O 8.989 8.0536 17.7923
O 7.9064 8.6146 20.1829
O 12.8838 18.5727 11.9036
O 6.4189 3.2994 18.3867
O 1.3497 15.3952 15.9665
O 2.2076 16.0854 12.7376
O 7.4993 10.1819 18.1192
O 5.618 4.1731 20.6847
O 2.626 9.5222 16.5186
O -5.201 11.9485 17.2687
O 9.4543 1.5265 8.607
O 11.0081 8.7657 16.2411
O 10.5313 13.3525 15.7226
O 3.917 14.2052 13.7901
O -0.9283 1.8277 20.0847
O 7.0193 2.1438 9.4558
O 9.7709 11.8315 17.5963
O -1.0588 10.0736 19.4239
O 1.2571 13.9048 13.7929
O 12.8884 10.0381 20.898
O 10.0387 15.4778 14.435
O 1.5558 9.101 14.1134
O 0.4523 5.7795 10.8094
O 8.2264 3.8011 20.2507
O 3.8118 9.2478 12.8435
O -5.784 9.3193 17.245
O 5.1076 3.1377 10.83
O 1.8407 10.2763 11.6281
O 6.2725 4.4528 13.7869
O 8.981 1.5021 11.2074

Results
free energy: -129406.954 eV
free energy less fixed offsets of O -568.88, Si -635.61 eV per atom: 3.966 eV

Forces (eV/angstrom), in the order of the atoms: element, x, y, z
Si 0.5136 -0.4189 -0.0714
Si -0.449 0.5345 -0.1529
Si 0.334 -0.3638 -0.0139
Si -0.5183 0.2853 -0.0355
Si -0.3424 0.5232 -0.2621
Si 0.5284 -0.491 -0.2216
Si -0.5031 0.491 -0.0666
Si 0.4025 -0.6298 -0.1693
Si 0.056 0.0072 -0.0052
Si -0.0401 0.0556 -0.0624
Si -0.049 -0.0314 -0.1534
Si 0.1034 -0.0794 0.0473
Si 0.0237 -0.0185 0.0762
Si -0.0646 0.0493 -0.1127
Si 0.1288 0.0445 0.0002
Si -0.0363 -0.0144 0.0449
Si -0.1473 -0.0992 0.0713
Si 0.0135 -0.1143 0.1112
Si 0.0732 0.0038 -0.0822
Si 0.0408 0.0415 0.1035
Si -0.0012 -0.005 0.0298
Si 0.0227 0.0664 -0.0075
Si 0.0165 0.0492 -0.0141
Si -0.0374 0.1065 -0.067
Si 0.0069 0.1851 -0.5091
Si 0.0357 0.113 0.4483
Si -0.2989 -0.0113 0.3834
Si -0.0184 -0.1538 -0.6498
Si -0.0388 0.1305 0.4748
Si -0.2564 -0.2243 -0.6251
Si 0.183 0.1458 -0.632
Si 0.0599 -0.208 0.7417
Si 0.0703 0.1725 0.0007
Si 0.1164 -0.0524 -0.0174
Si -0.1013 -0.0146 -0.0127
Si -0.0155 -0.1565 0.0096
Si 0.0812 -0.0775 0.0116
Si -0.0283 0.0906 -0.012
Si 0.0617 -0.0509 0.0218
Si -0.1867 -0.0206 0.043
Si 0.0658 -0.0906 0.0287
Si -0.0589 0.0881 -0.0231
Si 0.0263 -0.0167 -0.0014
Si -0.0549 0.0615 -0.0369
Si -0.0911 0.0558 -0.0159
Si 0.1055 -0.042 0.031
Si -0.0526 0.0825 -0.0292
Si 0.0383 -0.0669 -0.0109
Si 0.038 -0.0537 0.0299
Si -0.0493 0.0389 -0.0156
Si -0.0233 0.0339 -0.0075
Si 0.0569 -0.0864 0.0258
Si -0.038 0.0541 -0.008
Si 0.0393 -0.0876 0.0285
Si 0.0729 -0.0242 0.035
Si -0.0362 0.0178 -0.0088
Si 0.0099 0.0985 -0.0582
Si -0.0072 -0.093 0.0559
Si 0.0317 -0.0318 0.0441
Si -0.0515 0.0517 -0.0606
Si 0.0497 -0.0473 0.0379
Si -0.0739 0.0415 -0.0806
Si -0.0255 0.1321 -0.078
Si 0.0871 -0.0258 0.0432
Si 0.3632 -0.2525 -0.5709
Si -0.2211 0.1784 0.6422
Si 0.2664 -0.0961 -0.3018
Si -0.3652 -0.0886 0.3736
Si 0.101 0.2689 0.4573
Si 0.0562 -0.2241 -0.5081
Si 0.0795 0.3027 0.6048
Si 0.1742 -0.1319 -0.6691
Si -0.0152 0.06 -0.0774
Si 0.014 -0.0339 -0.0241
Si 0.0224 0.0614 -0.0182
Si 0.0784 0.0053 0.0492
Si -0.1166 -0.0595 0.0448
Si -0.1291 -0.1124 -0.1148
Si -0.0009 0.0625 -0.0642
Si -0.0167 0.0523 -0.0701
Si -0.0112 -0.0975 -0.0882
Si 0.0428 -0.0606 0.2217
Si 0.0551 -0.0162 0.0674
Si 0.119 0.1229 0.3931
Si 0.0835 -0.0184 0.0203
Si -0.0684 -0.0515 0.1354
Si 0.0684 0.0189 0.0268
Si 0.061 -0.1478 0.2805
Si 0.5851 -0.4271 0.7239
Si -0.7488 0.5914 0.4326
Si -0.4823 0.4435 0.0463
Si 0.1809 -0.8911 -1.1269
Si -0.1535 0.4383 0.0185
Si 0.3171 -0.4771 -0.0269
Si 0.356 -0.3875 0.4649
Si -0.344 0.4984 0.1726
O -0.1133 -0.0032 -0.6745
O 0.2138 -0.0755 -0.147
O 0.0618 -0.2391 -0.1766
O 0.1826 -0.4696 -0.2083
O -0.4815 0.1141 -0.8886
O 0.7874 -0.7952 0.0953
O -0.3897 2.1072 0.2544
O -0.3099 0.3868 -0.2583
O -0.1026 0.0706 0.2189
O 0.0958 -0.3057 0.2951
O 0.1212 -0.0495 0.1497
O 0.1836 -0.268 0.5716
O 0.0594 -0.1577 0.0552
O -0.1155 0.3009 0.4467
O -0.2007 0.1615 0.43
O -0.0428 0.0832 0.1218
Si 0.0538 -0.0081 -0.0874
Si 0.0826 0.0579 -0.1731
Si 0.8053 0.2136 0.199
Si -0.1916 -0.0243 -0.4197
Si -0.0283 0.0595 -0.3179
Si -0.0174 0.1355 0.1415
Si -0.1046 -0.0087 -0.4387
Si 0.0211 0.0603 -0.0548
Si -0.1038 -0.1279 -0.1917
Si 0.0431 0.0131 -0.2741
Si 0.0119 0.0255 -0.0462
Si 0.0775 0.0773 -0.1397
Si 0.207 0.1542 0.3378
Si 0.0277 0.0028 -0.0688
Si 0.1396 -0.0378 0.0076
Si -0.0477 -0.1436 -0.0919
Si 0.1361 -0.1221 -0.4181
Si 0.1832 0.0945 -0.2909
Si -1.1352 -0.3268 0.3568
Si -0.0451 -0.05 -0.2735
Si -0.8996 1.7294 1.1513
Si 0.5414 -0.7361 0.4825
Si 0.0458 -0.041 0.0177
Si -0.1399 0.1358 0.4905
Si -0.0263 0.5248 -0.1399
Si 0.087 -0.0666 0.1016
Si 0.1421 0.1904 -0.2635
Si 0.1385 0.1194 -0.153
Si -0.1396 0.0171 -0.359
Si 1.3194 -6.0208 -0.2779
Si -0.1059 1.1093 0.487
Si -0.0573 0.0359 -0.1498
Si 0.0714 -0.376 0.383
Si 0.0295 0.0211 -0.1272
Si 0.0409 0.0321 -0.0489
Si -0.0433 0.0015 -0.0787
O -0.0698 -0.0253 0.0381
O -0.1834 -0.4453 -0.176
O 0.2183 -0.1722 -0.1351
O -0.0186 0.018 0.0713
O -0.0223 0.0614 0.1519
O -0.0284 0.0425 0.1613
O 0.0059 0.0431 0.0664
O -0.0217 -0.0717 0.1753
O 0.0144 -0.0248 0.075
O 0.2495 0.025 -0.1524
O 0.0807 0.0706 0.1609
O -0.0058 0.0312 0.0541
O -0.1686 0.0317 0.1966
O -0.0654 0.074 0.1684
O -0.0514 -0.0079 0.0111
O 0.0548 -1.1135 -0.4003
O 0.1512 0.1274 0.3248
O -0.1588 -0.0098 -0.0619
O 0.2335 0.4934 -0.214
O -0.0674 -0.0695 -0.0781
O -0.0827 -0.0372 -0.0635
O 0.1104 -0.006 0.1405
O 0.0436 0.0217 0.0487
O -0.0148 -0.0688 0.0294
O -0.1824 0.1442 -1.272
O -0.1355 -0.0403 -0.0437
O -0.0779 -0.1483 0.2824
O -0.1498 0.0853 -0.0637
O 0.0856 -0.0107 0.1077
O -0.042 0.0009 0.0158
O -0.1856 1.3358 0.1842
O 0.0092 0.0081 0.0292
O 0.1127 0.0499 0.1821
O 0.0889 0.0715 0.1169
O -0.0715 -0.0077 0.1036
O -0.0088 0.0094 0.1291
O -0.0285 -0.0489 -0.0793
O 0.0124 -0.0088 0.1549
O 0.025 0.0407 0.0799
O -0.0407 0.0311 -0.0746
O 0.0151 -0.031 0.089
O -0.0481 -0.0989 0.1338
O 0.0184 0.0087 0.0378
O -0.0069 -0.045 0.0498
O 0.6376 -0.4503 -0.6732
O 0.015 -0.0725 0.04
O -0.0236 -0.0181 0.025
O -0.0024 0.0173 0.0248
O -0.0156 -0.0183 0.0535
O -0.3567 2.0106 -0.3062
O -0.012 -0.0454 0.053
O -0.0683 0.0082 0.0264
O -0.0366 0.0131 -0.0061
O -0.0793 -0.1184 0.3695
O -0.0524 0.0324 -0.0282
O -0.0711 0.0327 0.0393
O -0.1586 -0.0624 -0.3427
O -0.0498 -0.0297 0.0423
O 0.0101 -0.0093 -0.0573
O 0.0293 -0.0284 -0.0157
O -1.0002 1.2315 0.3571
O 0.0175 0.0533 -0.1196
O -0.0171 0.2032 -0.0615
O 0.4268 -0.1459 0.1583

The program warned: the cutoff lies below the one the program advises for these potential files; the exchange-correlation potential is rough where the density is thin.
